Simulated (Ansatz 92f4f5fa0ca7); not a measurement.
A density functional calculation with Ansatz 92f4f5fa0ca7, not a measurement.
Periodic cell of 200 atoms, Si117O83, from a study of silicon, its oxide and their interface. The atomic structure is a simulated model.

Settings
functional: r2SCAN
potential files: Ansatz norm-conserving
basis: plane waves
wave-function cutoff: 1300 eV
density cutoff ratio: 4
exchange-correlation grid ratio: 1
k mesh: 2 x 2 x 1, shifted by 0.5 0.5 0.5 of a step
self-consistency stop: 5e-08 eV per atom in the density residual
occupations: Fermi-Dirac, 0.05 eV
spin: none
net charge: 0

Cell vectors (angstrom)
a 11.5403 0 0
b 0 11.5403 0
c 2.082 0.3498 26.2657

Atoms: element, x, y, z (angstrom)
Si 0.6957 12.1831 0.0129
Si 3.3819 3.7018 0.0869
Si 2.7849 7.6163 -0.8182
Si 5.7163 9.7251 2.9321
Si 7.5273 2.3008 -0.6292
Si 6.8459 7.9573 1.7947
Si 5.3327 0.0087 -0.7346
Si 7.093 3.6692 -3.2399
Si 5.8181 8.5823 -1.0936
Si 4.842 -0.0192 1.5975
Si 5.902 5.8398 2.5753
Si 2.907 5.4153 -1.5237
Si 10.7022 4.4834 1.001
Si 10.294 2.0667 0.8349
Si 9.2603 8.1893 1.987
Si 13.8388 0.1575 1.7409
Si 13.1179 4.0605 1.6057
Si 13.0982 7.8876 1.2461
Si 5.5798 1.9214 2.8069
Si 5.5013 3.784 1.3262
Si -0.2532 10.2611 -1.1332
Si 9.7025 1.1388 2.9316
Si 9.7843 5.9779 2.8129
Si 9.6023 10.1718 3.2252
Si 13.3799 2.0811 2.9906
Si 13.459 6.0267 2.8128
Si 13.4416 9.6673 2.8484
Si 3.7887 2.0379 4.3184
Si 3.9676 5.9464 4.0604
Si 3.7928 9.6016 4.2871
Si 7.6826 1.8195 4.0594
Si 7.7553 5.7331 4.0407
Si 7.591 9.8114 4.3667
Si 11.4699 1.8858 4.3119
Si 11.5956 5.955 4.2541
Si 11.6007 9.7145 4.3434
Si 3.7814 0.0504 5.6556
Si 3.8895 4.0397 5.5182
Si 3.8597 7.712 5.6508
Si 7.6598 0.1371 5.7102
Si 7.7878 3.8057 5.3711
Si 7.6225 7.7145 5.4677
Si 11.6276 0.0432 5.7371
Si 11.4661 3.9506 5.4873
Si 11.5721 7.7934 5.7017
Si 5.7314 11.616 7.006
Si 5.9094 3.9047 6.7833
Si 5.7639 7.7473 7.0138
Si 9.6551 11.5661 7.0177
Si 9.5946 3.8914 6.9083
Si 9.5159 7.7979 6.8678
Si 13.4646 11.612 7.151
Si 13.4111 4.0493 6.7806
Si 13.5144 7.7049 7.0903
Si 5.8678 2.0426 8.2409
Si 5.7948 5.7203 8.2505
Si 5.7177 9.735 8.4026
Si 9.6963 1.9616 8.3358
Si 9.5556 5.8861 8.2088
Si 9.5235 9.6294 8.376
Si 13.4199 2.2063 8.1834
Si 13.4426 5.7202 8.4261
Si 13.4155 9.6283 8.4868
Si 3.8634 2.4757 9.3249
Si 3.9301 4.9085 9.5028
Si 3.8115 9.9412 9.7969
Si 8.2024 3.9923 10.8551
Si 7.6723 5.886 9.634
Si 7.6168 9.7695 9.7933
Si 11.5916 2.3167 9.7483
Si 11.4149 6.0073 9.6648
Si 11.1605 10.6592 11.6268
Si 4.114 4.9428 11.8413
Si -0.9394 4.1832 11.0449
Si 3.4493 12.136 10.7263
Si 8.0512 11.664 11.2508
Si 7.803 1.9976 9.7017
Si 7.5811 7.8137 11.0799
Si 12.6696 12.4607 11.3432
Si 5.6577 1.2974 12.9359
Si 11.4359 9.2158 9.7669
Si 5.8788 3.6599 12.8805
Si 2.9922 8.4179 14.6265
Si 4.6425 7.995 12.2471
Si 6.205 4.3169 16.0396
Si 10.8797 4.6805 13.3537
Si 9.7033 7.4141 13.4214
Si 11.8304 9.4638 13.5842
Si 1.9192 5.4166 18.5823
Si 13.4715 3.293 13.2601
Si 10.3627 6.4203 18.1568
Si 9.0092 5.5299 15.4683
Si 9.8578 7.0069 23.7434
Si 7.1537 2.4415 18.2917
Si 0.1732 -0.1854 22.5991
Si 0.8312 11.6759 17.6284
Si 4.7795 1.9783 25.2283
Si 3.7435 8.7852 23.5116
Si 10.4964 8.9186 21.4945
Si 12.3783 6.5038 25.5179
Si 4.3961 9.4487 20.5546
Si 2.8124 2.4172 17.9064
Si 12.9651 -1.5878 20.2993
Si 3.7271 1.6499 15.1084
Si 4.8251 0.9948 19.8892
Si 6.1992 7.7777 18.6152
Si 1.3983 8.58 26.5121
Si -0.732 2.3315 21.111
Si 1.7745 10.8486 15.6976
Si 4.3125 2.7781 22.1844
Si 9.6609 12.1566 18.5782
Si 1.6971 4.2588 21.3227
Si 7.7946 5.2901 19.5819
Si 4.1522 6.5989 16.801
Si 2.1611 6.1645 23.6633
Si 8.9986 9.0244 19.0242
Si 6.5612 4.7997 22.3534
O 0.4637 3.3705 20.7327
O 6.8076 3.4068 0.3308
O 6.7318 8.3745 0.2162
O 4.3139 8.186 -0.7199
O 8.8999 1.7086 -0.0175
O 2.9608 10.1134 24.0474
O 2.6498 4.2354 12.1474
O 11.4663 7.5921 10.2552
O 12.2877 4.1558 13.989
O 4.4567 0.658 12.0446
O 5.1668 1.1516 14.5205
O 3.804 2.1486 16.6511
O 3.9938 8.768 10.9808
O 5.8948 4.0231 14.4907
O 7.0461 11.9831 12.5582
O 7.3656 4.0801 12.2985
O 6.2616 7.8847 12.0725
O 8.8983 7.7655 12.0666
O 2.7458 9.5307 15.801
O 9.5681 11.2882 11.7802
O 10.4539 8.7085 14.0219
O 5.3264 3.9646 21.7327
O 4.2954 2.5098 23.7641
O 12.9465 -0.5836 21.5891
O 7.345 5.264 -3.2167
O 4.2383 8.7597 13.6267
O -1.0828 -1.1574 22.2123
O 9.3396 5.7084 19.2345
O 2.6559 7.6155 23.0512
O -0.2547 1.3513 22.3191
O 5.8127 -1.3637 -1.4758
O 6.1704 1.4726 19.1354
O 10.7698 6.6964 25.0492
O 10.0454 5.9076 16.6542
O 5.2275 7.7332 17.3045
O 6.7315 6.2569 18.8248
O 3.409 7.0574 15.4243
O 7.5046 8.733 18.4481
O 9.6067 3.2891 21.6386
O 3.1299 2.9101 14.2768
O 7.6272 5.0969 16.1615
O 7.9122 3.0208 -2.0206
O 9.7094 4.3945 14.4983
O 10.8847 6.3177 13.1707
O 6.4368 2.97 16.9353
O 2.321 3.961 17.9674
O 10.7287 7.7869 22.6188
O 4.961 5.1995 16.6169
O 1.4181 13.174 17.7846
O 4.7807 10.9103 19.918
O 2.8359 9.1906 20.1615
O 5.3346 8.3218 19.8709
O 5.4836 3.4398 -3.101
O 12.7776 13.5004 12.6522
O 4.8039 1.4275 21.4461
O 8.6827 6.838 14.5455
O 2.186 5.295 20.1746
O 12.0316 10.5941 14.7365
O 0.2425 8.8556 20.4909
O 9.2143 10.6318 18.945
O 12.6631 -0.7421 18.9565
O 7.4262 5.468 21.1535
O 13.1455 8.4293 13.7173
O 4.0448 6.4934 12.3838
O 3.5091 5.3461 24.1185
O 0.5813 -0.3899 24.1586
O 3.9015 0.5235 -1.3543
O 2.6543 0.4556 14.9827
O 2.9739 6.4541 17.9213
O 1.3488 5.2009 22.6037
O 11.9199 5.9623 18.3945
O 10.3128 12.9591 19.8592
O -0.7637 11.9489 17.4237
O 6.5184 1.0856 -0.9759
O 8.4551 1.5193 17.9819
O 3.9301 5.5471 -2.8515
O 3.5794 1.7813 19.1908
O 4.5638 9.2888 22.171
O 6.4825 7.6078 -2.2167
O 9.1454 8.6531 20.621
O 2.8293 3.1869 21.7229
O 7.573 3.7425 19.1682
O 10.0771 8.0424 18.2448

Results
free energy: -52303.335 eV
free energy less fixed offsets of O -463.61, Si -117.95 eV per atom: -23.555 eV
pressure: -2.63 GPa
stress xx, yy, zz, yz, xz, xy (GPa, positive in tension): 3.53, 3.15, 1.22, -0.03, -0.14, -1.4

Forces (eV/angstrom), in the order of the atoms: element, x, y, z
Si 0.4 0.145 -0.0621
Si -0.0769 -0.1361 -0.2218
Si 0.1655 0.2324 0.0555
Si -0.0509 0.0476 0.0577
Si -0.1155 -0.0214 -0.2191
Si -0.4417 0.0848 -0.5902
Si -0.0985 0.168 0.3898
Si -0.1102 -0.0306 -0.3543
Si 0.5504 0.2411 -0.0284
Si -0.0348 0.0709 -0.283
Si -0.0397 0.1268 0.0647
Si 0.2871 -0.69 -0.7735
Si 0.2294 0.0147 0.089
Si -0.6489 -0.1875 -0.2154
Si 0.2226 -0.2344 -0.2471
Si -0.018 -0.3173 0.2036
Si -0.1647 -0.0657 0.1291
Si -0.2343 0.0175 0.294
Si -0.0268 -0.1177 0.1176
Si 0.5568 -0.3306 -0.2848
Si -0.2196 0.0194 -0.843
Si -0.1201 -0.1307 0.1097
Si -0.0361 0.0919 -0.0635
Si -0.0639 -0.0232 -0.0291
Si 0.1694 0.1371 0.0169
Si 0.0701 0.0592 -0.1713
Si -0.0098 0.1366 -0.0379
Si -0.1698 0.167 0.1262
Si -0.0514 -0.0406 -0.1053
Si -0.0425 -0.0314 0.1432
Si -0.0948 0.0839 -0.2554
Si 0.1835 -0.1407 0.1924
Si 0.0817 0.3741 0.1986
Si 0.1485 -0.0806 0.1023
Si -0.049 -0.0374 0.0785
Si 0.1166 0.0023 0.054
Si 0.0322 0.0709 -0.0568
Si 0.0513 -0.0706 0
Si -0.0196 0.085 -0.0299
Si -0.0344 -0.2702 0.2722
Si -0.0906 0.0734 0.1611
Si 0.0131 -0.0738 0.1749
Si 0.0144 -0.041 0.1419
Si 0.0356 0.026 -0.0148
Si -0.0913 -0.0394 0.1
Si 0.015 0.1199 -0.0827
Si -0.0016 -0.0578 -0.1673
Si -0.0688 -0.0004 -0.0134
Si -0.0696 0.0612 0.0315
Si 0.1019 -0.0355 0.1046
Si 0.1391 -0.0366 0.0291
Si -0.1341 0.0057 -0.031
Si 0.0645 -0.2484 -0.1881
Si -0.0592 0.0129 0.0232
Si -0.0046 -0.0389 0.1081
Si 0.0136 -0.0365 0.1721
Si 0.0634 -0.0923 -0.093
Si 0.2071 0.0517 -0.0597
Si -0.104 0.031 -0.1739
Si 0.0631 -0.0632 0.0096
Si -0.1491 0.0226 -0.0945
Si 0.098 -0.0533 0.2335
Si 0.1638 -0.014 0.0534
Si 0.0915 0.1501 0.0752
Si -0.0331 0.1516 0.0618
Si 0.028 -0.6669 0.1231
Si -0.1443 0.1785 0.2596
Si 0.0169 0.2553 0.0105
Si 0.116 0.1164 0.2268
Si -0.1402 0.1289 -0.1285
Si -0.2268 0.5066 0.2182
Si -0.3224 0.2499 0.1536
Si -0.5553 0.4338 -0.3271
Si 0.371 -0.1309 -0.113
Si 0.3504 0.2037 0.5238
Si -0.4327 -0.0933 -0.0517
Si -0.0329 -0.2079 0.1788
Si -0.0055 -0.1418 0.3492
Si -0.2328 0.3573 0.3275
Si 0.3441 -0.494 0.1237
Si -0.2174 -0.6182 -0.1623
Si 0.4648 0.1842 0.4909
Si -0.043 -0.0358 0.2688
Si 0.342 -0.0225 0.0844
Si 0.115 0.0818 0.5048
Si -0.0427 0.1987 0.4564
Si -0.0655 0.0278 0.2735
Si -0.1096 -0.4063 0.5524
Si -0.0602 0.1463 0.0349
Si -0.138 0.2127 0.1619
Si 0.089 -0.1301 0.0842
Si 0.1056 0.1028 0.0607
Si 0.0433 -0.1438 -0.56
Si 0.0094 -0.0292 0.1571
Si -0.0035 0.0643 -0.193
Si -0.142 0.1678 0.128
Si -0.2108 0.0442 -0.6878
Si -0.2716 0.3621 -0.6548
Si -0.0461 -0.1634 -0.0886
Si -0.5527 0.0935 -0.2251
Si -0.0402 0.0255 -0.348
Si -0.1646 0.1746 0.2173
Si -0.0683 -0.0231 -0.2515
Si -0.1523 -0.074 0.4349
Si 0.1116 0.0638 0.0607
Si 0.0471 -0.0659 -0.0733
Si 0.1875 0.1004 0.0711
Si -0.0908 0.0978 -0.0789
Si 0.0172 -0.0537 0.236
Si 0.0255 -0.0547 -0.1564
Si -0.0386 0.0982 0.0291
Si 0.0279 -0.0209 -0.3438
Si 0.0624 -0.0117 -0.0666
Si -0.1564 0.1866 0.2657
Si -0.054 -0.4287 -0.5658
Si -0.0733 -0.1383 0.0416
Si 0.2423 -0.1473 -0.237
O 0.0645 -0.008 0.2139
O -0.2787 0.0862 0.1417
O -0.1882 -0.0341 -0.2926
O -0.0716 -0.0863 0.0236
O 0.2992 0.2281 0.0896
O -0.1089 0.0002 0.216
O -0.0355 -0.1219 0.1865
O -0.0085 0.1873 -0.368
O 0.3087 -0.2393 -0.3338
O -0.2665 -0.0456 0.0177
O -0.1154 0.0773 -0.4453
O -0.0757 -0.1722 -0.3783
O -0.1258 0.4698 -0.2374
O 0.0424 -0.1695 -0.4357
O -0.1628 0.1861 -0.2662
O 0.0089 -0.0969 -0.1769
O -0.2115 -0.0175 -0.2098
O -0.126 0.0007 -0.0838
O -0.1651 0.0711 -0.479
O 0.7274 -0.1164 -0.0316
O 0.0787 -0.1179 -0.3365
O 0.0363 0.0762 0.3051
O 0.2625 0.079 0.0784
O -0.1802 -0.1035 0.0699
O 0.0434 0.0614 0.2724
O -0.1901 -0.0487 -0.1605
O 0.2224 -0.0761 -0.0072
O -0.1125 0.1197 -0.145
O 0.2524 0.0393 0.1858
O 0.0818 -0.1633 -0.0312
O -0.1489 -0.5003 0.0699
O -0.1086 0.0893 0.0227
O 0.3128 -0.0698 0.2105
O -0.2506 0.0215 -0.1408
O -0.0671 -0.2345 0.0557
O 0.1097 0.1031 0.0865
O -0.0042 0.1319 -0.1827
O 0.0905 -0.1304 0.1193
O 0.1108 0.0184 0.3221
O -0.0851 -0.1307 -0.1707
O -0.1436 -0.1391 -0.2542
O -0.0602 0.0006 0.1607
O 0.0923 0.3461 -0.1944
O -0.2699 -0.2775 0.0071
O -0.0226 0.1906 -0.1628
O 0.1175 -0.1134 0.0725
O -0.0955 0.0543 0.1859
O 0.1828 -0.0458 -0.2493
O 0.1473 -0.1945 -0.0608
O -0.1461 -0.0653 0.1851
O 0.143 0.1767 0.2233
O -0.0642 0.1134 0.0447
O 0.011 0.2132 -0.0092
O 0.2128 -0.096 -0.2099
O -0.0996 0.1819 -0.0207
O 0.2979 -0.2038 -0.118
O -0.0952 -0.2124 0.0976
O 0.2838 -0.2154 -0.2464
O -0.078 0.2705 0.2673
O 0.1204 0.0265 -0.0309
O 0.0058 -0.0192 0.0951
O -0.135 -0.145 0.1384
O -0.1268 0.3851 0.0074
O 0.0935 -0.143 -0.0143
O 0.175 0.2062 0.2208
O 0.3732 -0.155 0.303
O -0.1062 0.2606 0.1754
O 0.3217 0.2411 -0.0797
O 0.1353 -0.1185 -0.1654
O 0.2505 0.2705 0.2303
O -0.0057 0.0043 0.0057
O -0.0621 -0.0782 -0.047
O 0.2152 -0.1137 0.2626
O -0.0021 0.0901 0.0376
O 0.0601 -0.0165 0.1197
O -0.3971 -0.1113 0.6081
O 0.0855 -0.0276 -0.0784
O -0.2491 -0.1371 0.3089
O -0.0644 0.0815 0.2948
O 0.271 0.1603 -0.0789
O 0.0168 0.1334 0.053
O -0.0498 0.003 -0.1155
O -0.1633 0.003 0.0892

The program warned: the forces do not sum to zero within the program's tolerance.
